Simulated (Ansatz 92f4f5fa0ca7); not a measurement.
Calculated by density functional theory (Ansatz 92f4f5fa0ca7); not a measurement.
Periodic cell of 422 atoms, Si266O156, from a study of silicon, its oxide and their interface. The atomic structure is a simulated model.
Doubt: the cutoff is far below the 930 eV that the study's wrapper takes by default for these files, so forces and energies are approximate.
This geometry differs little from another in the collection (a relaxation step or a small displacement).

Settings
functional: PBE
potential files: Ansatz PAW
basis: plane waves
wave-function cutoff: 580 eV
density cutoff ratio: 5
exchange-correlation grid ratio: 1
k mesh: 1 x 1 x 1, Gamma-centred
self-consistency stop: 5e-08 eV per atom in the density residual
occupations: fixed
spin: none
net charge: 0

Cell vectors (angstrom)
a 15.4687 0 0
b 0 12.8259 0
c 0 0 37.2573

Atoms and the computed forces on them: element, x, y, z (angstrom), force x, y, z (eV/angstrom)
Si 0.0086 1.1752 34.5285 0.0007 0.0008 0.0008
Si 3.8369 1.1633 34.5888 -0.0003 -0.001 0.0031
Si 7.7406 1.1689 34.5572 0.0002 0.0002 0.0024
Si 11.617 1.1791 34.5794 0.0008 0.0019 0.0035
Si 1.8967 7.5834 34.5983 0.0002 0.0009 0.003
Si 5.8229 7.5837 34.6223 -0.0016 -0.0009 0.0027
Si 9.6501 7.5866 34.5847 0.0025 -0.0002 0.0011
Si 13.5636 7.5766 34.5502 -0.0006 -0.0013 0.0008
Si 1.9336 5.247 34.9904 0.3329 -0.0571 -0.0465
Si 5.8008 5.247 34.9904 -0.0511 0.1848 0.6563
Si 9.6679 5.247 34.9904 0.2379 -0.0656 -0.2659
Si 13.5351 5.247 34.9904 0.2318 -0.0624 -0.1988
Si 0 11.6599 34.9904 0.0891 0.0178 -0.0993
Si 3.8672 11.6599 34.9904 0.1149 0.2372 -0.0838
Si 7.7343 11.6599 34.9904 0.0951 0.2421 0.1647
Si 11.6015 11.6599 34.9904 0.0769 0.1429 -0.2523
Si 0 4.664 36.2272 -0.0678 0.0002 -0.0248
Si 3.8672 4.664 36.2272 -0.0459 0.0713 0.1065
Si 7.7343 4.664 36.2272 -0.0644 -0.024 0.013
Si 11.6015 4.664 36.2272 -0.0411 -0.0237 -0.049
Si 1.9336 11.0769 36.2272 0.0317 -0.065 -0.0565
Si 5.8008 11.0769 36.2272 -0.0595 0.0016 -0.0395
Si 9.6679 11.0769 36.2272 -0.0498 0.0333 -0.0307
Si 13.5351 11.0769 36.2272 -0.0115 0.0488 -0.0351
Si 0 2.332 36.6394 -0.0333 -0.0846 -0.2443
Si 3.8672 2.332 36.6394 -0.1163 0.0886 0.0331
Si 7.7343 2.332 36.6394 0.0543 -0.0244 -0.1351
Si 11.6015 2.332 36.6394 0.0302 0.0553 0.0417
Si 1.9336 8.745 36.6394 -0.2118 0.0412 0.1954
Si 5.8008 8.745 36.6394 0.1951 0.0577 0.3463
Si 9.6679 8.745 36.6394 -0.0772 0.029 0.1168
Si 13.5351 8.745 36.6394 0.1717 -0.0542 -0.1379
Si 1.9336 1.749 0.6188 0.036 -0.0107 -0.024
Si 5.8008 1.749 0.6188 -0.0127 -0.0311 -0.0683
Si 9.6679 1.749 0.6188 -0.0719 -0.0105 -0.0365
Si 13.5351 1.749 0.6188 0.0096 0 -0.037
Si 0 8.162 0.6188 -0.0334 0.0378 0.0551
Si 3.8672 8.162 0.6188 -0.0247 -0.0123 -0.0125
Si 7.7343 8.162 0.6188 -0.0813 0.056 0.0982
Si 11.6015 8.162 0.6188 -0.0069 -0.0642 -0.0619
Si 0 5.83 1.031 0.0501 -0.0047 0.0383
Si 3.8672 5.83 1.031 0.0401 -0.013 0.0315
Si 7.7343 5.83 1.031 0.0595 0.0582 0.0513
Si 11.6015 5.83 1.031 0.0388 -0.0358 -0.0178
Si 1.9336 12.2429 1.031 -0.0471 0.0548 0.0759
Si 5.8008 12.2429 1.031 0.0431 -0.0048 0.0362
Si 9.6679 12.2429 1.031 0.0384 -0.0401 -0.0447
Si 13.5351 12.2429 1.031 -0.0136 -0.0672 -0.0778
Si 1.9336 5.247 2.2678 -0.0986 0.037 0.2433
Si 5.8008 5.247 2.2678 -0.1047 -0.023 -0.0048
Si 9.6679 5.247 2.2678 0.1416 -0.0646 0.0101
Si 13.5351 5.247 2.2678 -0.0444 -0.0515 0.0573
Si 0 11.6599 2.2678 -0.0644 -0.0961 -0.6298
Si 3.8672 11.6599 2.2678 0.1489 0.1571 0.6918
Si 7.7343 11.6599 2.2678 -0.0399 -0.0968 -0.3948
Si 11.6015 11.6599 2.2678 -0.0236 -0.0562 -0.4811
Si 1.9336 2.915 2.68 -0.0573 -0.1127 -0.0085
Si 5.8008 2.915 2.68 0.0396 -0.0744 -0.0243
Si 9.6679 2.915 2.68 0.0834 -0.137 -0.1034
Si 13.5351 2.915 2.68 -0.0015 -0.1407 -0.0949
Si 0 9.328 2.68 0.0765 0.1579 0.1791
Si 3.8672 9.328 2.68 0.0292 0.0762 0.0237
Si 7.7343 9.328 2.68 0.0669 0.1004 0.0921
Si 11.6015 9.328 2.68 0.0262 0.2448 0.1741
Si -0.4997 0.4863 27.7176 0.007 0.0018 0.0057
Si 6.0229 -2.718 29.457 0.0013 -0.0023 -0.0004
Si 11.9623 -4.1998 24.614 0.0002 -0.0027 -0.0005
Si 17.9217 -2.011 23.6694 -0.0034 -0.0021 0.0005
Si -1.5767 12.3808 21.2964 0.0007 -0.0008 0.0003
Si 4.7541 4.3347 29.488 0.0012 0.0012 0.0088
Si 8.9769 9.2701 25.1267 -0.0007 -0.0015 -0.0021
Si 7.7859 0.7859 28.1133 -0.0009 -0.0001 0.0075
Si -3.0987 4.8629 28.7132 -0.0016 0.0008 0.0041
Si 0.8558 3.5319 29.5973 -0.0016 -0.0087 -0.0125
Si 7.2816 3.8223 29.8224 0.0066 -0.0067 -0.0141
Si 9.4208 5.7585 28.3601 -0.0041 0.0032 0.0066
Si -3.2755 12.3102 26.249 -0.0001 0.001 -0.0018
Si 2.3215 7.6475 29.9838 0.0013 0.0047 0.0059
Si 3.1015 15.5956 28.7974 -0.0053 0.0008 0.0035
Si 13.5109 7.4367 30.0576 -0.0017 -0.0058 -0.0013
Si 1.8343 0.5087 31.2001 -0.0028 -0.0007 -0.0014
Si 0.5219 5.4706 27.0072 -0.0021 -0.0015 -0.0021
Si 7.7458 4.8158 31.8513 0.0006 0.0037 0.0002
Si 14.3099 3.2298 26.6683 -0.005 0.0026 -0.0035
Si 2.3109 10.0468 29.5635 0.0019 -0.0022 0.0058
Si 4.1509 11.3417 28.7444 -0.0068 0.0031 -0.004
Si 5.7203 7.8179 30.1187 -0.0026 0.0005 0.0034
Si 16.2314 10.5572 27.8743 0.0032 0.002 0.002
Si 3.1959 2.3949 26.4261 -0.0015 -0.0012 -0.0012
Si -0.1108 1.2646 29.943 0.0026 0.0024 0.0028
Si 8.1663 6.3377 25.515 -0.0007 -0.0021 0.0002
Si 11.6846 -1.8748 28.7545 0.0105 0.0018 -0.0026
Si 3.965 7.2235 31.5863 -0.0012 -0.0014 0.0023
Si 0.1907 6.9994 31.0809 0.0029 0.0021 0.0034
Si 7.6969 7.115 31.2815 0 0.0022 0.0026
Si 9.767 9.8264 29.5583 -0.0118 -0.0055 0.0076
Si -1.9013 -3.0479 29.5271 -0.0032 0.0012 -0.0009
Si 5.6897 0.6575 31.299 0.0008 0.0009 -0.002
Si 9.6304 0.5579 31.2545 -0.0001 -0.0051 0.0016
Si 13.4772 0.5608 31.1936 0.0072 0 0.0035
Si -3.862 7.0753 31.414 -0.0025 0.0034 0.002
Si 4.0533 4.8444 31.719 0.0031 0.0051 -0.0044
Si 9.685 7.4662 30.043 0.0021 0.0011 -0.0007
Si 11.5209 13.2958 29.7918 -0.0098 0.0034 -0.0007
Si 0.2361 4.671 31.6204 -0.0012 0.0036 0.0086
Si 4.2184 6.5845 28.7465 -0.0005 -0.0004 -0.0014
Si 7.6366 1.4516 30.275 -0.003 0.0042 0.0027
Si 11.7775 4.7539 31.7156 0.0001 -0.004 -0.0031
Si 1.9187 11.0417 31.6862 0.0051 0.007 -0.0077
Si 5.9057 11.1397 31.6403 -0.0022 0.0036 0.0012
Si 9.6232 11.027 31.6491 0.0123 0.0086 -0.0104
Si 13.6296 11.0114 31.6224 -0.0114 0.0051 -0.0054
Si 2.0961 4.1017 32.9051 -0.0024 -0.0056 0.0048
Si 5.8489 4.0973 33.006 -0.0044 -0.0033 0.0053
Si 9.7667 4.0858 32.8738 0.0035 0.0003 0.0023
Si 13.6972 4.0842 32.8937 0.002 -0.0019 0.0017
Si 0.0222 10.4451 32.9446 0.0024 -0.0055 0.0108
Si 3.9159 10.5782 32.8875 0.0027 -0.0058 0.0056
Si 7.7461 10.51 32.9571 -0.0076 -0.0074 0.0077
Si 11.6234 10.5478 32.8751 0.0006 -0.0048 0.0021
Si 1.9508 1.7452 33.2567 -0.0017 0.0037 0.0013
Si 5.7626 1.7643 33.3741 0.0022 0.0012 0.0018
Si 9.7031 1.7392 33.3129 -0.0001 -0.0029 0.0031
Si 13.5253 1.7332 33.28 -0.0028 -0.0018 0.0045
Si 0.0258 8.1096 33.2377 0.0007 -0.0006 0.0019
Si 3.8711 8.317 33.5652 -0.0011 0.0017 0.0034
Si 7.7148 8.2096 33.3607 -0.0013 0.0046 0.0028
Si 11.5939 8.2441 33.4182 -0.0001 0.002 0.0042
Si 0 2.332 3.9167 -0.0793 -0.0121 0.1656
Si 3.8672 2.332 3.9167 0.0967 -0.1427 0.2772
Si 7.7343 2.332 3.9167 -0.2199 -0.3173 0.0217
Si 11.6015 2.332 3.9167 -0.0873 -0.1745 -0.7391
Si 1.9336 8.745 3.9167 -0.1009 -0.1071 -0.158
Si 5.8008 8.745 3.9167 -0.2457 0.0391 -0.0167
Si 9.6679 8.745 3.9167 -0.0491 -0.1495 -0.271
Si 13.5351 8.745 3.9167 -0.2927 0.1498 0.6017
Si 1.8785 6.4468 4.3409 0.0022 0.0032 0.0005
Si 5.7943 6.4427 4.3089 0.0002 0.0002 0.0009
Si 9.719 6.441 4.3101 -0.0024 0.0031 -0.0005
Si 13.5019 6.4471 4.3153 0.0017 0.001 -0.0003
Si -0.0198 12.7725 4.2825 -0.0021 0.0024 -0.0014
Si 3.9185 12.8198 4.493 -0.0026 0.0013 0.0002
Si 7.7332 12.7793 4.3018 0.0002 0.002 -0.0006
Si 11.5871 12.7911 4.2916 -0.0005 -0.0005 -0.0003
Si -0.0875 6.0116 5.637 -0.001 -0.0016 0.0022
Si 3.8365 5.9551 5.5549 -0.0022 -0.0017 -0.0009
Si 7.7717 5.8658 5.4636 0.0008 -0.0003 0.0001
Si 11.6218 5.9155 5.6415 -0.001 -0.0013 0.003
Si 1.8591 12.1086 5.5371 0.0068 0.0034 0.0024
Si 5.9526 12.0943 5.7165 0.0017 -0.0004 -0.0024
Si 9.6758 12.0679 5.4301 -0.0002 -0.0025 -0.0009
Si 13.4871 12.0667 5.4319 0 0.0009 0.0005
Si -0.0527 3.6771 5.8992 -0.0043 -0.0004 0.0003
Si 3.8588 3.6497 5.882 0.0022 0.0006 0.0006
Si 7.7098 3.5727 5.9205 0.0044 0.0007 -0.0022
Si 11.5538 3.5583 5.8439 0.0017 0.0001 -0.0005
Si 1.8686 9.7864 6.0124 0.0012 -0.0002 0.0042
Si 5.6726 9.7386 6.0704 -0.0059 -0.0023 0.0023
Si 9.5365 9.7657 6.0076 -0.0023 0.0011 0.0006
Si 13.4251 9.81 6.1742 -0.0014 -0.0026 0.0017
Si 0.6875 0.0311 7.444 0.0022 -0.0016 0.0078
Si 3.8409 0.3885 8.7733 -0.0331 -0.0001 -0.016
Si 13.474 2.9024 6.9519 0.0043 0.0072 0.0006
Si 13.9859 4.4509 10.2908 -0.0106 -0.0018 -0.0001
Si 0.0064 9.3935 7.4446 -0.0017 0.0024 -0.0001
Si 4.0672 11.2087 11.3574 -0.0068 -0.0021 0.0045
Si 7.593 9.1201 7.2788 0.004 0.0004 -0.0004
Si 6.3663 10.3831 11.1291 0.0032 -0.0027 -0.003
Si 5.8258 1.534 8.5159 0.0185 0.0079 0.0064
Si -0.0214 6.9789 7.8831 0.0054 -0.0039 0.0009
Si 7.7483 6.7317 7.6382 -0.0003 0.0025 -0.0014
Si 16.0872 7.2435 17.6765 0 -0.0005 0.0042
Si 1.9014 16.4068 7.1815 -0.0006 -0.002 0.0058
Si 3.8695 13.6358 11.1193 -0.0011 0.0042 0.0286
Si 9.3294 19.1944 11.0157 -0.0037 -0.0049 -0.0015
Si 16.4481 17.8697 12.4909 -0.0052 -0.0016 0.0026
Si 1.7923 5.516 8.5892 0.0017 0.0046 -0.0066
Si 5.8298 5.6504 8.5205 0.0005 -0.0037 0.0061
Si 9.4259 1.855 10.5836 -0.0109 -0.0028 0.0217
Si 13.523 6.6262 9.3325 -0.0009 0.0006 0.0009
Si -2.5576 13.4796 9.35 0.0029 0.0021 0
Si 3.7141 9.2449 7.4372 0.0041 0.0047 -0.0034
Si 7.0769 7.2592 15.079 -0.0023 0.0007 0.0002
Si 16.1474 11.1389 9.0525 0.0062 0.0038 -0.005
Si -5.7495 5.9422 8.794 -0.0004 -0.0215 0.0003
Si 7.2249 -0.138 7.7427 -0.0069 -0.0058 0.0045
Si 10.3543 9.3557 11.3741 -0.0028 -0.0005 -0.0036
Si 13.8872 0.6142 7.2169 -0.0015 -0.0029 0.0022
Si -4.1395 9.3483 7.4891 0.0021 0.002 0.0021
Si 3.098 9.5964 12.8836 0.009 0.0058 -0.0062
Si 14.8615 12.6799 10.6085 -0.0064 -0.0005 -0.0012
Si 10.0825 10.5517 9.3651 0.0016 0.003 -0.0052
Si -5.0624 0.8646 13.1774 -0.0007 0.0029 -0.0014
Si 3.7922 6.7628 7.8317 -0.003 -0.0047 0.0015
Si 9.6549 2.8146 6.9931 -0.0048 -0.0013 -0.0103
Si 16.8038 1.6469 10.7066 0.008 -0.0097 -0.0014
Si -5.2407 3.5879 9.1033 0.004 0.0304 0.0057
Si 0.8776 4.0676 10.4055 0.0092 -0.0048 -0.0095
Si 9.4795 13.3365 7.342 0.007 0.0018 -0.003
Si 6.2771 12.6938 18.2992 0 -0.0002 0.0002
Si 3.1463 -1.9062 9.1485 -0.0023 0.0026 0.0019
Si 8.6066 -1.6611 13.2851 -0.0014 0.0036 -0.0007
Si 1.9394 1.6402 8.4619 0.0109 0.0025 -0.0087
Si 7.0692 2.7128 17.0956 -0.0002 0.0004 -0.0002
Si -3.956 5.6851 13.0649 -0.003 -0.0026 0.0021
Si 6.2997 5.31 10.8377 0.0018 -0.0046 -0.0123
Si 13.1494 12.0531 13.2472 0.0007 0.0052 0.0011
Si 12.601 3.0181 9.1355 -0.0008 0.0001 -0.0027
O 2.142 12.1179 14.594 -0.0009 -0.0003 0.0018
O 30.7884 5.7671 17.6043 0.0005 0.0005 0.0016
O 2.2375 -9.6649 25.3371 0.0001 0 0.0023
O 13.5476 0.0632 26.9756 -0.0006 0.0012 0.001
O 6.0626 9.3359 22.9856 0.0002 0.0019 0.0024
O 2.682 2.8164 18.3224 0.0026 0.002 0.0042
O -5.3682 0.3572 22.9264 0.0006 0.0005 0.0015
O 24.0889 4.8981 24.8555 -0.0009 -0.0008 0.0023
O 9.0951 -0.1095 13.1555 -0.001 0 0.0018
O -4.5895 15.8361 26.2437 -0.0002 -0.0011 0.005
O -5.669 23.0409 12.6758 0.0036 -0.0024 0.0019
O 2.7641 -1.8906 16.9873 0.0001 0.0006 0.0023
O 14.7501 29.821 21.7337 -0.0003 0.0004 0.0014
O 7.1337 -1.0338 17.2243 -0.0012 0.001 0.0018
O 6.6588 -4.8143 16.4542 -0.0003 0.0003 0.0013
O 12.596 6.7768 12.5157 0.0034 0.0058 -0.0005
O 6.2048 8.7313 11.292 0.0031 0.0028 0.0006
O 8.657 7.7034 24.7647 0.0004 0.0014 0.0026
O 17.5789 16.4649 15.8735 0.0005 0.0018 0.0006
O 0.8095 6.3592 21.3506 -0.0003 0.0014 0.0017
O 11.5075 14.2312 19.6875 -0.0007 0.0005 0.0033
O 17.1889 8.7718 20.9667 -0.0019 -0.0006 0.0013
O 0.2986 20.6649 14.3807 -0.0017 0.001 -0.0003
O -3.4831 -3.7841 11.3789 -0.0002 -0.0005 0.0048
O 6.761 -0.89 22.5771 -0.0011 0.001 0.002
O 12.0499 4.1589 30.1621 -0.001 0.0012 0.0069
O 11.8735 -8.2225 24.3998 -0.0004 0.0002 0.0015
O -5.1821 5.0661 17.56 0 -0.0002 0.0019
O 7.2395 -14.6854 12.4165 -0.0019 0.0019 0.0005
O -6.7301 19.259 27.033 -0.0012 -0.0002 -0.0003
O -2.7731 5.8127 22.1569 0.0003 -0.0006 0.0018
O 13.8071 0.1346 14.4291 -0.0001 -0.0011 0.0017
O 17.5192 18.5489 26.5502 0.0006 -0.0002 0.0017
O 7.2446 2.4678 25.1581 0.0001 -0.001 0.0016
O 8.6736 7.5105 14.8126 0.0013 0.0011 0.0011
O 17.5083 -11.7538 16.4321 0.0023 -0.0032 0.0019
O 11.6545 2.0395 23.809 -0.001 -0.0015 0.0009
O 5.0351 22.5955 17.5133 -0.0002 0.0003 0.0017
O 1.3272 -3.0749 26.5642 -0.0003 -0.0019 0
O 18.4916 0.7744 26.1363 -0.0005 0.0002 0.0031
Si 5.5877 5.7452 24.2023 0.0018 -0.0004 -0.0003
Si 14.453 7.5098 25.4604 -0.0042 -0.0028 -0.0019
Si 17.0314 -3.7374 25.0763 -0.0014 0.0054 -0.0046
Si -1.6905 -21.6952 12.5846 0.0031 0.0035 -0.0016
Si -2.159 9.3089 21.871 -0.002 -0.0009 0.0004
Si 9.4995 1.6456 15.9198 -0.0004 0.0008 -0.001
Si 19.4207 -1.9982 18.0925 0.0002 0.0007 0.0001
Si 2.0997 3.0053 23.7232 -0.0004 -0.0001 -0.0006
Si 3.7319 -6.4993 17.9476 0.0013 -0.0001 0.0007
Si 1.7347 -10.2778 17.0563 -0.0008 0.002 -0.0001
Si 7.7458 3.677 24.1698 -0.0012 0.0032 0.0004
Si 3.2764 19.3925 25.895 0.0037 -0.0033 -0.0007
Si -12.2969 9.4959 20.94 0.0012 0.0006 0.0011
Si 5.6795 8.0364 22.0528 0.0014 -0.0003 -0.0001
Si 27.0799 19.7759 7.8568 0.0023 0.0017 -0.0027
Si 13.1416 -4.9699 11.4055 -0.0039 -0.0064 -0.0056
Si 7.8773 -4.0741 20.3251 -0.0005 -0.0002 0.0014
Si 16.271 17.5857 21.6389 -0.0002 -0.0003 0.0015
Si 10.5354 1.7664 27.2406 -0.0017 0.0015 -0.0006
Si 5.3196 4.8226 15.7199 0.0004 -0.0005 0.0003
Si 10.9489 15.4286 20.6284 0.0033 0.0031 -0.0029
Si 5.9439 8.4722 17.8371 0.0008 0.0003 0.0004
Si -3.5499 3.1078 24.9872 0 0.0021 0.0005
Si 17.4559 13.7128 14.8102 0.0005 -0.0017 0.0021
Si 6.6886 0.2289 21.3835 -0.0012 -0.0009 -0.0009
Si 10.5873 0.0296 9.3742 -0.0036 -0.0072 -0.001
Si -6.0925 1.7066 22.2061 -0.0069 0.0013 0.0039
Si 10.271 -5.3505 15.1528 -0.0012 -0.0008 0.0019
Si -8.1842 -2.4204 22.7297 0.0003 -0.002 -0.0007
Si 1.2213 0.4905 22.4201 -0.0001 0.0015 0.0007
Si 0.4968 8.0601 12.773 0.0076 -0.0002 0.0008
Si 5.9966 1.7641 25.913 0.0017 0.0004 0.0002
Si 5.7724 3.5343 7.2641 -0.0073 0.0048 -0.0007
Si 6.1819 14.9557 10.757 -0.0086 0 -0.0105
Si 4.1115 -0.3985 25.7738 -0.0002 0.0043 0.0023
Si -1.3704 2.4598 17.1047 0.001 0.0009 -0.001
Si 0.423 7.8216 20.7435 -0.0007 0 0.0012
Si -1.0053 1.6086 14.2347 -0.0026 0.0001 0.0026
Si 13.3171 -8.1299 21.1444 0.0008 0.0019 0.0021
Si -3.0006 -3.1743 15.0924 -0.0024 0.0015 0.0026
Si 2.9731 -9.2986 14.4624 -0.0009 0.0002 0.003
Si -1.6441 18.1323 18.0992 -0.0015 -0.0008 0.0008
Si 15.3848 8.626 15.766 0.0024 0.0012 0.0018
Si -2.9539 -6.8805 23.764 -0.0008 0.0014 0.0004
Si 5.4724 -5.0777 12.3911 -0.0021 0.0035 -0.0009
Si 11.0438 -2.1178 17.6103 -0.0023 -0.0015 -0.0002
Si 3.865 1.7873 21.6977 -0.0012 0.0011 0.0005
Si -3.786 0.4503 23.4277 -0.0006 0.0006 -0.0002
Si -4.4495 8.4591 19.8048 -0.0022 0.0002 0.0002
Si 11.1761 6.4051 17.7343 -0.0004 0.0013 0.0007
Si -7.7946 -2.1324 9.0535 -0.004 0.0038 -0.0011
Si 12.4336 0.4296 18.7991 0.0008 -0.0025 0.0005
Si 23.5262 -2.3912 28.0565 0.0066 0.0005 0.0095
Si 2.9504 3.7729 19.5978 -0.0008 0.0008 -0.0001
Si 3.7777 -12.1216 29.8549 0.0016 -0.0046 0.0075
Si -5.8064 3.678 18.0972 -0.0002 0.0005 -0.001
Si 17.6509 -2.0944 15.4854 0.004 0 -0.0019
Si 8.5078 -1.2933 16.3856 -0.0003 0.0008 0.0001
O -0.8973 8.4227 11.9871 -0.0027 0.0028 0.0039
O -9.1192 4.3962 23.6242 -0.0006 0 0.0019
O 7.9649 -10.5831 15.7863 -0.0002 0.0002 0.0018
O 38.0639 8.8872 18.8834 0.0002 0.0003 0.002
O 22.001 6.3622 25.3952 -0.0018 0.0005 0.0025
O 11.7252 12.7737 12.8695 0.0006 -0.0007 0.0001
O 6.4049 1.3227 27.4288 0.0003 -0.0001 0.0006
O -0.1216 0.247 21.5382 -0.0019 -0.0001 0.0013
O -5.9792 -4.8779 11.4594 0.0013 0.0033 0.003
O -3.5412 10.6408 16.2529 -0.0002 0.0001 0.0027
O 3.1042 1.9001 14.1342 0.0016 0.0024 0
O 19.5662 -7.2357 24.868 -0.003 0.0017 0.0038
O 8.3357 9.6703 26.5958 -0.0042 0.0014 0.0025
O 8.2671 -1.9223 14.8803 0.0011 -0.0003 0.001
O -5.1407 -7.3544 11.9661 0.0021 -0.0009 0.0026
O 17.0556 4.4052 23.0352 0 0.0004 0.002
O 4.3066 11.4913 27.0944 0.001 -0.001 0.0044
O 12.7356 6.215 17.2924 0.0008 -0.0007 0.0019
O -8.9625 1.4381 17.9346 0 0.0006 0.0017
O 4.6971 12.2825 18.1781 0.0002 0.0008 0.0014
O -1.5034 2.3295 12.8541 -0.0005 0.0024 0
O 5.4732 0.3608 25.2369 -0.0008 -0.0014 0.0019
O -0.2103 -8.4408 26.047 0.0003 0.0004 0.0022
O -5.2403 -10.3614 17.1364 0.0001 0.0008 0.0016
O 18.6509 -2.365 22.2466 -0.0004 0.002 0.0022
O 6.6806 -0.3906 19.8631 0.0004 0.0007 0.002
O 4.2405 5.7464 16.5152 0.0005 -0.0007 0.0013
O 1.0222 14.6464 23.3534 -0.0004 -0.0004 0.0021
O 8.0944 12.0508 27.7095 -0.0016 -0.0007 -0.0011
O 5.303 1.0424 21.6866 -0.0002 0.0001 0.0014
O 8.0308 16.4864 18.0178 0.0004 0.0007 0.0019
O 11.224 -16.9594 14.6056 0.0009 0.0013 0.0006
O 18.8399 -2.4779 19.5514 -0.0005 0.0007 0.0021
O 1.3527 -0.836 23.369 0.0022 0.0001 0.0019
O 11.8321 -1.8801 27.0694 -0.0012 -0.0018 0.0073
O 1.5294 -3.5331 12.4521 -0.0056 -0.0023 0.0025
O -2.0449 3.7784 17.7399 -0.0006 0.0018 0.0032
O -1.7135 -3.9743 15.7158 -0.0002 0.0002 -0.0004
O 2.2189 -8.4091 13.3448 0.0003 0.0014 0.0014
O -6.6853 2.9467 23.1414 0.002 -0.0023 -0.0008
O 17.7324 19.8642 17.7006 -0.0013 0.0006 0.001
O 0.193 2.5154 17.5643 -0.0015 0.0006 0.0027
O 3.9716 2.9411 20.5451 0.0005 0 0.002
O 30.2244 10.0495 28.3838 -0.0058 -0.0008 0.0059
O 16.0685 -0.6906 27.3742 -0.001 -0.0009 0.001
O -7.563 -2.724 21.2431 -0.0003 -0.0007 0.002
O 19.1139 11.4454 24.5859 -0.0002 -0.0007 0.0005
O -6.0135 -15.1195 17.2589 0.003 0.0004 0.0016
O 11.3904 -0.6774 18.2531 0.0019 0.0036 0.0019
O -4.0751 14.5289 28.6409 0.0033 -0.0032 0.005
O -11.0749 8.4187 21.1122 -0.002 0.0015 0.0005
O 19.7294 -5.8504 27.1351 -0.0011 0 0.0007
O -3.998 7.1563 24.0794 0.0002 -0.0001 0.0028
O -3.1998 3.4584 21.0989 -0.0029 -0.0018 0.0011
O -9.4403 3.7219 11.1923 0.0035 0.0052 0.0025
O -4.2191 6.9411 19.2649 0 0.0018 0.0019
O -3.1277 4.3081 13.294 -0.0014 0.0013 0.0021
O -8.4708 7.6388 21.152 0.0001 0.0013 0.001
O 10.9197 17.9898 27.9951 0.0017 -0.0033 -0.0003
O -4.5879 0.4185 26.4239 -0.001 -0.0006 0.002
O 0.6018 14.2431 14.1463 0.0011 0.0019 -0.0004
O 5.7909 3.5951 16.6715 -0.0016 0.0014 0
O 6.6267 5.6773 15.2187 -0.0009 0 0.0022
O 12.7172 13.0772 22.1907 -0.001 0.0006 0.0024
O 13.3995 15.4935 25.4688 0.0027 -0.0005 0.0049
O 19.0386 2.5517 23.1236 -0.0002 -0.0001 0.0019
O 12.2528 12.2542 24.6018 0.0004 -0.0014 0.0042
O -10.1332 6.7503 22.9553 -0.0009 -0.0005 0.003
O -15.6446 1.9848 27.0816 0.0004 -0.0017 0.0044
O 9.4416 8.4165 20.1659 0.0028 -0.0002 0.0008
O 6.2965 7.8625 13.7897 0.001 -0.0021 0.002
O -11.5298 8.2165 12.6292 0.0012 -0.0062 0.0026
O 15.1451 6.8744 26.8179 -0.0008 0.0024 0.0036
O 3.1261 -3.0337 14.5327 -0.0026 0.0005 0.0071
O -2.1528 3.8428 27.8377 0.0001 -0.0009 0.0009
O 4.7582 2.8168 26.0604 -0.0022 0.0013 0.0033
O 11.9815 8.8273 21.0546 -0.0016 0.0006 0.0005
O -5.0482 -11.11 14.5775 -0.0001 0.0009 0.0018
O -7.6647 -11.0806 10.9657 0.0088 0.0012 -0.0038
O -17.0416 23.6097 21.5503 0.0007 0.0025 0.0023
O 13.2523 1.1688 17.5979 -0.0012 -0.002 0.0037
O -18.1239 -3.4702 23.4243 0.0007 0.0016 0.0019
O 10.8664 18.9356 14.4928 0.0015 0.0014 -0.0005
O 13.6358 18.2514 19.7177 0.0001 0.0005 0.0002
O 16.1567 -15.5623 15.7044 -0.0031 -0.0005 0.0013
O 10.044 3.5618 19.6624 -0.0002 -0.0009 0.0028
O 15.9804 -8.0374 28.502 0.0017 -0.0028 0.0062
O 24.418 27.4182 27.502 0.0001 0.001 0.0003
O -2.5441 -2.2806 13.8062 -0.0003 -0.0027 0.0015
O 15.0398 4.7401 13.3254 0.0016 0.0003 -0.0006
O 11.4194 9.5354 18.6569 -0.0016 -0.0001 0.0023
O -6.0999 0.0764 16.2818 0.0003 0.0006 0.0008
O -0.9039 8.3154 21.5482 0.0017 -0.0008 0.0014
O -1.4327 2.5418 15.4851 -0.0018 0.0007 0.0019
O 17.0166 16.8552 20.384 -0.0004 0.0006 0.0004
O 8.3949 30.1745 28.7732 -0.0049 -0.0011 0.0102
O 3.602 5.1843 19.1051 -0.0008 0.0007 0.0018
O -5.2206 -10.8379 12.0087 0.0001 -0.0005 -0.0051
O 4.9153 20.17 18.4349 -0.0008 -0.0001 0.0015
O -4.8475 9.4277 25.0838 -0.0022 0.0018 0.0047
O 4.4859 16.9649 14.5009 0.0018 0.0029 0.0031
O 8.3475 -2.5849 23.9637 -0.0006 0.0012 0.0025
O 7.8223 -7.0572 11.277 0.0042 0.0013 0.0004
O 15.6021 7.8618 19.1262 -0.0001 0.0009 0.0005
O -2.371 -4.4329 25.8077 0.0007 0.0008 0.0029
O 15.5896 8.3978 24.675 0.0026 -0.0001 0.0052
O 5.3473 6.2311 11.8053 -0.0015 0.0018 0.006
O -1.2659 -0.823 11.9911 0.0051 0.0013 -0.002
O 10.4549 -5.3329 16.769 0.0008 0.0007 -0.0002
O -1.5067 19.1447 24.4414 0.0008 0.0007 0.0036
O 2.7236 -17.7371 25.1514 -0.0017 -0.0023 0.0039
O 16.6143 6.6597 12.25 -0.0005 -0.0007 0.0013
O 2.5777 0.7521 21.4941 -0.0002 -0.0003 0.0012
O -1.8884 -0.2463 19.7217 -0.0027 0.0009 -0.001
O -2.2941 6.2874 28.871 0.0015 0.003 0.0013
O -7.4409 -11.6687 21.4473 0.0024 0.0015 0.002

Results
free energy: -257817.673 eV
free energy less fixed offsets of O -568.88, Si -635.61 eV per atom: -0.133 eV

The program warned: the cutoff lies below the one the program advises for these potential files; the exchange-correlation potential is rough where the density is thin.
